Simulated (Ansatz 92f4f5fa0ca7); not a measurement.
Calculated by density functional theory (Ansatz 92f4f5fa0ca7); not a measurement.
Periodic cell of 237 atoms, Si146O90P1, from a study of silicon, its oxide and their interface. The atomic structure is a simulated model.
Doubt: the cutoff is far below the 930 eV that the study's wrapper takes by default for these files, so forces and energies are approximate.

Settings: functional PBE; potential files Ansatz PAW; basis plane waves; wave-function cutoff 580 eV; density cutoff ratio 5; exchange-correlation grid ratio 1; k mesh 1 x 1 x 1, Gamma-centred; self-consistency stop 5e-08 eV per atom in the density residual; occupations fixed; spin none; net charge +1 e, with a uniform compensating background and no finite-size correction.

Cell vectors (angstrom)
a  11.6015  0  0
b  0  10.938  0
c  0  0  32.0622

Atoms: element, x, y, z (angstrom)
Si  -0.1966  -0.0621  23.2781
Si  3.6684  0.2064  23.1156
Si  7.554  -0.1279  23.4558
Si  1.6862  1.3795  23.4236
Si  5.7323  1.4092  23.209
Si  9.4417  1.2345  23.3651
Si  0.1623  5.3224  23.4671
Si  4.1255  5.3058  23.3998
Si  8.0337  5.6187  23.5489
Si  2.1611  6.593  23.3811
Si  5.9688  6.779  23.4839
Si  10.0097  6.8801  23.6057
Si  1.8999  2.6722  25.3869
Si  5.829  2.6793  25.2819
Si  9.6294  2.6925  25.2635
Si  11.5941  4.0101  25.3897
Si  3.8865  3.9772  25.3253
Si  7.7455  4.0966  25.3447
Si  1.9788  8.1568  25.207
Si  5.7729  8.1751  25.3703
Si  9.6994  8.2732  25.4441
Si  11.636  9.5618  25.2695
Si  3.8705  9.6033  25.0868
Si  7.6755  9.5433  25.4262
Si  11.6463  -0.0067  27.2111
Si  3.8922  -0.0387  27.1438
Si  7.7614  0.0006  27.3188
Si  1.9788  1.3203  27.2824
Si  5.8226  1.346  27.2484
Si  9.6956  1.3401  27.2067
Si  11.5894  5.4736  27.2362
Si  3.8651  5.4194  27.2125
Si  7.6935  5.4615  27.2632
Si  1.9409  6.8174  27.1864
Si  5.7583  6.811  27.2801
Si  9.6483  6.8135  27.3
Si  1.9496  2.7114  29.1889
P  5.798  2.7377  29.1578
Si  9.6827  2.7127  29.1441
Si  0.0134  4.1057  29.1633
Si  3.8729  4.0941  29.1843
Si  7.7329  4.0851  29.1933
Si  1.9402  8.1898  29.1223
Si  5.792  8.1889  29.1916
Si  9.6697  8.1966  29.2156
Si  0.0058  9.5552  29.1434
Si  3.8752  9.5549  29.1054
Si  7.7324  9.5425  29.2116
Si  0.0022  -0.0042  31.0859
Si  3.8522  0.016  31.0444
Si  7.7376  0.0173  31.0961
Si  1.9244  1.3718  31.1198
Si  5.7942  1.3832  31.0667
Si  9.6733  1.3637  31.0949
Si  0.0088  5.4661  31.0966
Si  3.8855  5.4764  31.1162
Si  7.7242  5.4633  31.1349
Si  1.9407  6.8307  31.0651
Si  5.8049  6.8389  31.1142
Si  9.6733  6.8171  31.1288
Si  1.9294  2.748  0.9893
Si  5.7954  2.7696  0.9257
Si  9.6703  2.732  0.9721
Si  -0.0132  4.106  0.9588
Si  3.859  4.1138  0.9829
Si  7.7481  4.1064  1.0009
Si  1.9377  8.215  0.9351
Si  5.8004  8.2274  0.9619
Si  9.6587  8.2197  0.992
Si  -0.0039  9.5823  0.9761
Si  3.869  9.5975  0.9514
Si  7.7314  9.5896  0.9758
Si  11.6097  0.0282  2.9138
Si  3.8543  0.0214  2.9098
Si  7.7432  0.0215  2.9
Si  1.9331  1.397  2.9257
Si  5.8121  1.3594  2.82
Si  9.6628  1.3816  2.9206
Si  11.5651  5.5035  2.8674
Si  3.8802  5.497  2.9115
Si  7.7378  5.5137  2.9173
Si  1.9159  6.8234  2.8544
Si  5.8108  6.861  2.8826
Si  9.6592  6.9022  2.9615
Si  1.9124  2.8296  4.8209
Si  5.8372  2.7172  4.7369
Si  9.5999  2.794  4.8325
Si  11.5423  4.1329  4.7787
Si  3.9201  4.0916  4.8191
Si  7.7169  4.2007  4.8782
Si  1.8875  8.1458  4.7993
Si  5.8093  8.2565  4.7837
Si  9.6617  8.3183  4.9041
Si  11.632  9.6509  4.8817
Si  3.8189  9.4829  4.7849
Si  7.7227  9.6735  4.8844
Si  11.5964  0.226  6.773
Si  3.7528  -0.0595  6.6541
Si  7.712  0.0504  6.9071
Si  2.0482  1.4994  6.7559
Si  5.7124  1.2708  6.6185
Si  9.6458  1.5168  6.8308
Si  11.5254  5.4935  6.6992
Si  3.9827  5.4239  6.7865
Si  7.7365  5.6645  6.8233
Si  1.9761  6.6372  6.6499
Si  5.8117  6.9716  6.7432
Si  9.7543  7.0349  6.9074
O  9.9941  7.9697  8.2948
O  7.6592  9.9284  8.218
O  7.4003  4.724  8.1591
O  3.3722  10.3454  8.2073
O  2.0441  7.5439  8.0276
O  4.0067  4.5775  8.2427
O  9.7784  2.4424  8.2217
O  2.6137  2.334  8.1178
O  11.3849  4.5671  8.0697
O  5.3621  2.3554  7.8228
O  5.8133  7.9751  8.0835
O  11.3214  10.3057  8.1532
O  11.273  10.0897  21.7992
O  3.2336  10.7124  21.5384
O  5.7771  7.7812  22.1643
O  4.219  4.4632  21.9465
O  7.6834  9.693  22.1974
O  10.3283  7.6716  22.1806
O  1.6166  2.4  22.1146
O  5.9383  2.4507  21.9056
O  8.4467  4.7082  22.2174
O  -0.0655  4.4552  22.0453
O  2.3321  7.3897  21.9414
O  9.1202  1.8876  21.8692
Si  1.915  7.7776  9.6094
Si  5.0334  0.5821  17.6918
Si  2.4933  5.4222  14.0251
Si  10.5683  3.861  14.0575
Si  8.2814  2.3863  15.262
Si  9.5461  2.2481  20.3439
Si  10.5039  3.6455  9.0752
Si  0.0304  2.314  11.5686
Si  11.02  8.1381  15.3943
Si  5.1667  6.9334  13.9917
Si  5.7494  2.616  11.118
Si  8.5827  7.6721  19.3907
Si  8.1197  4.8499  20.6319
Si  5.9187  9.5907  15.2054
Si  2.1169  7.6442  20.3529
Si  1.9295  4.8964  18.7966
Si  4.4976  3.4445  18.0223
Si  8.5057  8.9306  16.8208
Si  0.8289  9.4813  13.298
Si  9.9084  10.6499  11.7191
Si  5.35  3.7113  21.0251
Si  0.5912  5.5274  16.2649
Si  10.7822  9.1434  9.1431
Si  6.5708  8.9046  21.2921
Si  7.1149  7.1029  11.4822
Si  2.6739  0.7357  12.2145
Si  10.8944  8.685  21.0415
Si  6.0381  4.3236  15.6358
Si  7.0862  0.4898  12.9758
Si  4.06  2.9711  8.5908
Si  0.8805  6.7384  11.8996
Si  6.5686  9.0421  9.0728
Si  0.6668  3.2913  21.1487
Si  9.8008  6.5062  12.8929
Si  7.7115  4.5325  9.7448
Si  3.9901  10.0758  20.2252
Si  4.2629  3.0381  13.5312
Si  3.8532  10.0096  9.7367
Si  8.0542  0.781  18.037
O  11.5087  3.2229  12.9039
O  9.3361  4.471  9.8801
O  8.8058  3.6096  19.8574
O  4.0339  -0.0564  18.8152
O  11.3397  4.5331  15.3155
O  9.8558  9.7925  10.322
O  3.7634  1.5358  13.1358
O  0.6498  9.0626  14.8646
O  6.472  0.9776  18.3833
O  4.7632  3.1668  19.6135
O  6.25  1.1825  11.7467
O  0.5383  8.6167  9.8665
O  5.6461  4.3156  17.2307
O  8.4433  7.1912  12.3903
O  4.405  2.6334  10.1561
O  2.077  5.6555  15.5821
O  3.3781  0.0663  10.9155
O  5.8897  7.2164  12.55
O  2.308  6.3527  19.3993
O  0.6574  4.9507  17.7823
O  8.4118  10.6863  12.3675
O  5.4731  10.0669  9.6976
O  0.6034  8.2084  20.2007
O  9.7745  2.6062  14.6985
O  2.0009  10.5911  13.2205
O  9.9463  9.1112  16.1063
O  6.1456  10.3598  13.7794
O  7.4731  1.5979  14.0997
O  1.6452  3.916  20.0387
O  5.903  5.7893  14.9198
O  7.3411  8.9521  15.6971
O  1.5078  1.6688  11.6008
O  7.1974  8.2847  10.3643
O  4.32  1.9917  17.2867
O  7.0322  3.1602  10.2821
O  11.5424  7.01  16.4331
O  8.2841  10.1407  17.85
O  3.2608  8.5378  10.1094
O  7.5868  3.8384  15.5195
O  3.1448  4.3143  17.907
O  2.9053  3.8934  13.7058
O  1.3349  8.2021  12.4438
O  1.2082  5.6787  13.0738
O  4.9804  8.3036  14.8634
O  11.1681  2.3943  20.342
O  10.9784  9.9892  12.753
O  5.2894  3.5763  12.3662
O  5.0887  3.1938  14.921
O  6.4883  4.8039  20.5679
O  8.3953  1.5614  16.6544
O  10.4068  1.2402  11.4572
O  10.8759  6.6068  11.6621
O  3.264  8.6768  19.8571
O  1.7209  6.4325  10.5276
O  7.1687  8.2037  19.9725
O  8.4975  7.5873  17.7587
O  3.6765  6.4336  13.6102
O  9.5712  4.9601  13.3613
O  5.525  10.0031  20.7479
O  10.3212  7.3767  14.1483
O  8.782  6.1686  19.967
O  7.0639  5.7085  10.6519
O  5.2603  10.545  16.3792
O  9.0485  1.1508  19.2635
O  11.5714  3.1656  10.1898
O  9.7441  8.7103  19.8874

Results
free energy: -144757.590 eV
free energy less fixed offsets of O -568.88, P -755.39, Si -635.61 eV per atom: -3.940 eV

Forces (eV/angstrom), in the order of the atoms: element, x, y, z
Si  -0.0153  -0.0589  -0.1508
Si  -0.0241  -0.0115  -0.187
Si  -0.0213  -0.0357  -0.1307
Si  -0.0163  0.0353  -0.1475
Si  0.0109  0.0189  -0.1373
Si  -0.0121  0.0407  -0.1674
Si  -0.0237  -0.083  -0.1236
Si  -0.0005  -0.0417  -0.1627
Si  0.0365  -0.0639  -0.1413
Si  0.0262  0.0799  -0.1783
Si  -0.0047  0.0477  -0.14
Si  -0.0043  0.0492  -0.152
Si  -0.0026  0.0012  -0.0071
Si  0.0111  -0.0401  -0.0195
Si  0.0009  -0.014  -0.0088
Si  0.0033  0.006  -0.0106
Si  0.0047  0.0136  -0.0224
Si  -0.0071  0.0328  0.0023
Si  0.0127  0.0135  0.0072
Si  0.0002  0.05  0.003
Si  -0.0321  0.0143  0.0469
Si  -0.0018  0.0086  0.0406
Si  0.036  -0.0154  -0.0184
Si  -0.0044  -0.0253  -0.0122
Si  -0.0084  -0.0467  -0.0207
Si  0.0178  -0.029  -0.0129
Si  -0.0191  -0.0339  0.0387
Si  -0.0224  0.0233  0.0216
Si  0.0665  -0.0236  -0.1631
Si  0.0185  0.0063  -0.0209
Si  -0.0054  -0.0209  0.0219
Si  -0.0342  -0.0245  0.0351
Si  0.0364  -0.0465  0.04
Si  -0.0049  0.0089  0.0075
Si  0.0099  0.019  -0.0181
Si  -0.0032  0.0387  0.039
Si  -0.0151  -0.0334  -0.0124
P  -0.0026  -0.0832  -0.0924
Si  -0.0273  -0.0496  0.0339
Si  0.0127  0.0598  -0.0175
Si  -0.0248  0.0623  -0.068
Si  0.0114  0.1008  -0.0688
Si  -0.0024  -0.0473  0.0056
Si  0.037  -0.0186  -0.0433
Si  0.0203  -0.0782  -0.0329
Si  -0.0043  0.0435  0.0384
Si  -0.0533  0.0389  0.0693
Si  0.0046  0.0246  -0.0243
Si  -0.0079  -0.0623  0.0213
Si  0.0207  -0.0637  -0.0175
Si  -0.0257  -0.0144  0.0222
Si  -0.02  0.0166  0.0418
Si  0.0078  -0.043  0.0584
Si  0.0298  0.0396  -0.0158
Si  -0.0022  -0.0338  -0.0181
Si  -0.007  -0.0514  0.0164
Si  0.0121  -0.0429  -0.0063
Si  -0.0135  0.0596  -0.0319
Si  0.0021  0.0228  0.0596
Si  0.0166  0.0566  0.02
Si  -0.0256  -0.0091  -0.0008
Si  0.0275  -0.0073  0.0189
Si  -0.0061  -0.0292  -0.0076
Si  0.0317  0.0217  0.0498
Si  -0.0069  0.0439  0.0257
Si  -0.0239  0.0218  0.0198
Si  0.0102  -0.0148  0.0227
Si  -0.0178  0.0289  0.0396
Si  0.0099  -0.0249  -0.0104
Si  0.0199  0.0118  -0.062
Si  0.0047  0.0209  -0.0064
Si  -0.0232  0.0107  0.0224
Si  -0.0019  -0.014  0.028
Si  0.0162  -0.0138  0.0051
Si  -0.0101  -0.0101  0.0014
Si  -0.0006  0.0162  0.0139
Si  -0.0103  -0.0217  0.019
Si  0.0065  0.0158  0.0121
Si  0.0148  0.004  -0.0306
Si  -0.023  0.0132  0.0256
Si  0.0108  0.0183  0.0359
Si  0.0171  0.0174  -0.0018
Si  -0.0005  0.0098  0.0101
Si  -0.022  0.006  0.0227
Si  0.0076  0.0097  -0.0131
Si  0  0.0579  -0.0179
Si  0.0059  0.0138  -0.0144
Si  -0.0086  -0.0026  -0.0127
Si  -0.0018  -0.0033  -0.01
Si  -0.0067  -0.0087  0.002
Si  0.0027  0.0078  -0.0141
Si  0.0002  0.0183  0.0018
Si  0.0052  0.0144  -0.0027
Si  0.0039  -0.0146  -0.0043
Si  -0.0003  -0.0148  -0.0186
Si  -0.0118  -0.0102  -0.0091
Si  -0.0096  -0.0307  0.133
Si  -0.011  -0.0039  0.1478
Si  0.0098  -0.0333  0.1289
Si  0.02  0.0212  0.1251
Si  -0.0323  0.0005  0.1018
Si  -0.0001  0.0348  0.1452
Si  -0.001  -0.0309  0.1251
Si  0.0052  -0.0133  0.1163
Si  -0.0157  -0.0464  0.1391
Si  0.0039  0.0407  0.1444
Si  -0.0078  0.0388  0.1218
Si  0.0078  0.0519  0.1343
O  -0.0496  -0.1058  -0.1956
O  0.0408  0.1129  -0.1985
O  0.0013  0.0892  -0.2659
O  -0.0049  0.0698  -0.2962
O  0.0065  -0.08  -0.2754
O  -0.0084  0.0795  -0.1657
O  -0.0336  -0.1084  -0.2073
O  -0.0605  -0.0531  -0.152
O  0.045  0.1022  -0.2129
O  0.0712  -0.0682  -0.2009
O  -0.025  -0.1025  -0.198
O  0.0346  0.1218  -0.2232
O  0.0255  0.1177  0.2126
O  -0.0126  0.0894  0.3071
O  -0.0246  -0.1173  0.2066
O  -0.0544  0.0856  0.2337
O  0.036  0.0911  0.2043
O  -0.0414  -0.1113  0.2545
O  0.0421  -0.1114  0.2226
O  0.0179  -0.1351  0.2548
O  -0.0095  0.0656  0.2679
O  -0.0165  0.1359  0.2253
O  0.0064  -0.1035  0.3081
O  -0.0037  -0.0955  0.3199
Si  -0.0151  -0.0327  0.3141
Si  0.0527  0.0077  -0.2243
Si  0.0236  -0.0034  0.0034
Si  -0.0187  -0.0022  0.0312
Si  0.0148  0.0354  -0.0734
Si  -0.0192  -0.0414  -0.3784
Si  0.0217  0.0038  0.3414
Si  0.0153  -0.0356  0.1964
Si  0.021  0.0039  -0.0459
Si  -0.0295  -0.0052  0.0465
Si  0.0371  -0.027  0.2369
Si  0.0083  -0.0074  -0.307
Si  0.0206  0.0361  -0.3224
Si  -0.0118  -0.0367  -0.0621
Si  0.012  -0.0463  -0.3579
Si  -0.0251  -0.0046  -0.308
Si  0.0214  0.0176  -0.2798
Si  0.0149  0.0346  -0.1813
Si  0.0067  0.0074  0.0648
Si  -0.0007  0.0399  0.1923
Si  -0.0073  0.025  -0.4039
Si  -0.0129  0.0206  -0.1501
Si  -0.0033  0.0072  0.345
Si  -0.0069  0.005  -0.3447
Si  -0.0024  -0.0123  0.2277
Si  -0.0362  0.0216  0.165
Si  -0.0055  -0.017  -0.3694
Si  0.0242  0.0128  -0.1053
Si  0.0102  -0.009  0.0917
Si  0.0061  -0.0099  0.3148
Si  -0.0286  -0.009  0.1739
Si  -0.0061  -0.0182  0.3317
Si  0.022  0.0108  -0.3755
Si  0.0074  -0.0164  0.0856
Si  -0.0286  -0.0035  0.3167
Si  0.025  -0.0013  -0.3942
Si  -0.0378  0.0099  0.0539
Si  -0.009  0.012  0.3251
Si  -0.0384  -0.0187  -0.2451
O  0.0119  -0.0225  -0.0735
O  0.0257  -0.0151  -0.1151
O  -0.0102  0.0181  0.1262
O  -0.0471  -0.0726  0.2026
O  0.0123  0.0118  0.0276
O  0.0317  -0.0653  -0.1858
O  -0.0032  -0.0192  -0.0448
O  -0.0054  -0.0032  -0.0072
O  -0.0008  0.0038  0.0826
O  0.0495  0.0155  0.2805
O  -0.0262  0.0342  -0.0829
O  -0.0266  0.0229  -0.1214
O  -0.0392  -0.0257  0.1174
O  -0.0374  0.0108  -0.0625
O  -0.0639  0.0154  -0.2079
O  -0.0137  -0.004  0.0402
O  0.0483  -0.0628  -0.164
O  0.0386  0.0064  -0.0854
O  0.0044  0.0944  0.1489
O  0.0463  -0.0229  0.1497
O  0.0241  -0.0105  -0.0513
O  0.0236  -0.008  -0.1088
O  -0.0353  0.0132  0.1339
O  -0.0058  -0.004  0.0049
O  0.0165  0.0134  -0.0429
O  -0.0367  -0.0017  0.0515
O  0.0038  0.0079  -0.0113
O  -0.0084  -0.0106  -0.012
O  -0.0593  -0.0729  0.2196
O  0.0014  -0.0103  0.0136
O  0.0243  -0.0018  0.051
O  -0.0078  0.0086  -0.0594
O  -0.0212  0.0759  -0.1776
O  -0.0003  0.0058  0.0765
O  0.0372  0.0376  -0.1087
O  0.0043  -0.0153  0.0446
O  -0.0014  0.0221  0.0878
O  0.0043  0.0088  -0.1025
O  -0.01  -0.0027  0.0253
O  -0.0195  0.0083  0.101
O  0.0066  -0.01  -0.0118
O  0.0054  -0.0248  -0.0674
O  -0.0152  0.0151  -0.0468
O  0.0087  0.0109  0.0057
O  0.0291  0.0202  0.1311
O  -0.0319  0.0093  -0.0585
O  0.024  -0.0119  -0.0901
O  0.0034  -0.0008  0.0138
O  -0.0178  -0.0071  0.1217
O  -0.0067  -0.0428  0.1173
O  0.0007  0.0076  -0.0626
O  0.0182  0.0067  -0.0655
O  -0.0108  0.0077  0.1172
O  0.0312  0.0338  -0.1459
O  -0.0707  0.0459  0.1854
O  0.0004  -0.0394  0.1745
O  0.0015  0.0016  -0.013
O  -0.0018  0.0123  -0.0274
O  0.0432  -0.0141  0.1514
O  -0.0014  -0.0039  -0.0134
O  -0.0165  -0.0675  0.1288
O  0.019  -0.0592  -0.1179
O  -0.0203  0.0478  0.0978
O  0.0728  0.0708  0.1903
O  -0.0461  0.0547  -0.1832
O  0.0713  0.0249  0.1671

The program warned: the cutoff lies below the one the program advises for these potential files; the forces do not sum to zero within the program's tolerance; the exchange-correlation potential is rough where the density is thin.
